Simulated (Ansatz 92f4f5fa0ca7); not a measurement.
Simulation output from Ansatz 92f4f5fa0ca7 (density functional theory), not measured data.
Periodic cell of 200 atoms, Si117O83, from a study of silicon, its oxide and their interface. The atomic structure is a simulated model.

Settings
functional: PBE
potential files: Ansatz PAW
basis: plane waves
wave-function cutoff: 700 eV
density cutoff ratio: 5
exchange-correlation grid ratio: 2
k mesh: 2 x 2 x 1, shifted by 0.5 0.5 0.5 of a step
self-consistency stop: 5e-08 eV per atom in the density residual
occupations: Fermi-Dirac, 0.05 eV
spin: none
net charge: 0

Cell vectors (angstrom)
a  11.5983  0  0
b  0  11.5983  0
c  3.9374  4.1148  27.6343

Atoms and the computed forces on them: element, x, y, z (angstrom), force x, y, z (eV/angstrom)
Si  1.4354  1.3924  1.457  0.3486  0.4101  -0.1659
Si  -0.2405  6.9946  -1.6826  -0.1214  0.1719  0.2427
Si  0.752  8.7231  0.732  -0.1152  -0.111  -0.4721
Si  4.0696  -1.414  -0.0483  -0.7022  -0.3531  -0.1701
Si  5.5792  3.0796  1.0594  0.1809  -0.3774  0.4708
Si  6.3903  9.1362  2.0823  0.3466  -0.1714  0.415
Si  8.7738  0.971  -0.6023  0.0498  -0.0465  -0.1452
Si  9.0956  6.3381  0.4378  -0.2293  0.4046  -0.6179
Si  8.3589  8.6945  0.6607  0.2004  0.0983  0.0366
Si  2.0748  -0.9103  1.1246  -0.1192  -0.1722  0.1961
Si  1.4703  5.0002  1.6685  -0.2578  -0.085  0.0126
Si  2.4895  7.79  3.6921  -0.1043  0.2468  -0.0796
Si  5.9049  0.9795  0.1939  -0.1949  0.0019  -0.537
Si  6.7951  5.7839  0.7057  0.2841  0.0477  0.214
Si  4.6591  8.0174  0.7849  0.2532  -0.0994  -0.3702
Si  10.6909  1.3801  1.8652  -0.2048  0.0046  -0.0113
Si  10.1227  3.2469  3.221  0.1547  0.1002  -0.034
Si  10.2695  11.0367  3.2739  0.1725  -0.1689  -0.0739
Si  2.1682  3.1173  3.1659  -0.3027  -0.0188  -0.0162
Si  2.4717  7.1687  1.4776  -0.266  0.1857  0.0344
Si  2.4409  10.2242  3.4594  0.1353  -0.2412  0.089
Si  6.1449  2.3236  3.2586  0.0409  0.2299  0.2895
Si  6.4344  7.1679  3.4298  0.1941  0.0943  0.2858
Si  6.3033  11.2793  3.3982  0.0688  -0.3222  0.393
Si  10.569  5.2871  2.0323  0.4203  -0.0665  0.1494
Si  10.3275  7.1197  3.4897  -0.0358  0.1732  -0.0137
Si  10.3282  9.0125  2.003  -0.1342  0.1573  0.2859
Si  0.4101  3.1964  4.7183  0.17  -0.1071  0.1534
Si  0.5987  7.109  4.9098  -0.1111  0.1189  0.1443
Si  0.5491  10.9009  4.7549  -0.1049  0.1096  0.1348
Si  4.1857  3.0396  4.4823  -0.1303  -0.0122  0.0846
Si  4.4221  7.0135  4.7616  0.0457  0.0411  -0.0893
Si  4.3577  10.8803  4.7195  -0.1142  0.0467  -0.0542
Si  8.124  3.1008  4.4769  -0.0211  -0.0045  -0.099
Si  8.3474  7.0287  4.7837  0.0256  -0.0818  -0.1832
Si  8.319  10.9825  4.669  -0.1  0.0601  -0.2507
Si  0.5293  1.2803  6.128  -0.1093  -0.015  -0.0686
Si  0.5578  5.0791  6.1724  -0.1152  -0.0478  -0.1293
Si  0.5079  9.0373  6.2494  0.0184  -0.0433  -0.1442
Si  4.1687  1.2635  6.029  0.0595  -0.0142  0.0549
Si  4.2562  4.9623  5.9703  0.1229  -0.093  -0.0485
Si  4.3817  8.9526  6.091  0.1443  0.0922  0.0751
Si  8.2994  1.3203  6.0059  -0.0123  -0.1545  0.1915
Si  8.1983  4.991  5.9642  0.0196  0.051  0.1706
Si  8.33  9.0169  6.0219  -0.0529  0.0714  -0.0191
Si  2.3949  1.2822  7.6189  0.0239  -0.0201  -0.0347
Si  2.4635  5.0358  7.6117  -0.0194  -0.0096  0.0798
Si  2.4838  9.0024  7.5649  0.0037  0.0091  -0.0201
Si  6.2405  1.3328  7.1982  -0.0817  0.0519  -0.0288
Si  6.2241  4.9947  7.2823  -0.1586  0.0203  -0.012
Si  6.3596  8.9625  7.2825  -0.0764  0.1341  0.1511
Si  10.1752  1.2971  7.4757  0.1258  -0.092  0.0532
Si  10.1315  5.0183  7.4097  0.0879  -0.0877  -0.0013
Si  10.1553  9.0081  7.5172  0.0064  0.0289  0.1529
Si  2.363  3.1316  9.1471  0.0809  0.0178  0.2051
Si  2.4996  7.0591  8.9457  -0.0104  -0.1256  -0.0073
Si  2.4898  10.9262  8.9678  -0.0282  0.014  -0.0768
Si  6.2435  3.1295  8.7578  0.0083  0.032  0.1234
Si  6.2201  6.9843  8.5442  0.0751  -0.0714  -0.0713
Si  6.2632  10.9771  8.4519  0.2055  -0.0613  -0.1563
Si  10.1351  3.1768  8.946  0.0165  0.0612  0.0731
Si  10.1565  6.9703  8.7328  -0.0416  0.0226  -0.1235
Si  10.2426  10.9617  8.8463  0.0985  0.0401  -0.2318
Si  0.2965  3.0898  10.5762  -0.0251  0.2945  -0.1478
Si  0.4365  7.0142  10.1713  0.0441  -0.1127  -0.1442
Si  0.5369  10.936  10.3337  -0.0319  -0.1035  -0.176
Si  4.4706  3.115  10.3944  0.0795  0.0752  -0.1257
Si  4.5471  7.092  10.2373  -0.0233  0.0114  -0.042
Si  5.256  1.0933  11.4897  -0.1058  -0.1804  0.0709
Si  8.1305  3.1511  10.2461  -0.1244  -0.1837  0.001
Si  8.1248  6.8707  9.8724  -0.1742  -0.1916  0.0882
Si  8.1415  11.0138  9.8129  -0.1282  0.0478  -0.1629
Si  -0.1046  1.0292  11.8628  0.3263  0.0811  0.2631
Si  0.3618  5.2491  11.7522  0.0847  0.1295  0.0654
Si  2.1504  8.9087  13.7626  -0.1165  0.078  0.2024
Si  4.5862  -0.6755  10.0666  0.0524  0.0977  0.0047
Si  5.1221  5.1524  11.4939  -0.3909  0.0138  -0.0089
Si  5.4299  9.097  11.3226  -0.0468  -0.03  0.2494
Si  7.6881  1.0799  11.4127  0.2321  0.1633  0.1395
Si  7.5277  5.1568  11.4468  0.5475  0.2172  0.09
Si  7.7001  8.9474  10.7738  0.1835  0.0484  0.2601
Si  2.8573  10.6771  15.9325  -0.1274  0.1292  0.004
Si  2.1283  4.0873  15.878  -0.031  -0.1697  0.1395
Si  4.4117  10.6815  13.5493  0.0476  0.0751  0.1882
Si  9.4172  -0.0495  12.7023  -0.4072  0.3173  0.2976
Si  9.5008  6.3142  13.5736  -0.0227  0.1348  -0.1486
Si  9.4697  9.1904  12.2131  -0.4741  -0.542  0.0894
Si  12.5833  1.3998  14.8128  0.013  -0.0503  0.2002
Si  14.573  5.8873  13.5039  -0.1038  -0.1235  -0.017
Si  11.6619  8.9379  11.4702  0.1129  0.0122  -0.0116
Si  4.8123  2.7034  19.6216  0.0443  -0.0308  -0.0349
Si  10.0641  4.2796  18.8342  0.1541  0.027  -0.0187
Si  8.705  5.489  16.4125  -0.0956  -0.0347  0.0802
Si  8.6136  2.7431  17.0864  0.0409  -0.002  -0.1106
Si  1.1288  5.3062  18.3555  -0.0271  -0.0342  -0.0164
Si  8.3968  10.8639  20.4717  0.1041  -0.0734  0.1609
Si  3.9407  4.3172  18.1407  -0.1553  0.1046  -0.0895
Si  7.3987  3.8848  19.5444  0.1072  0.0069  0.014
Si  11.3256  7.2544  22.0433  -0.0315  0.0544  0.0674
Si  6.1785  9.3112  25.0952  -0.016  0.0424  -0.2352
Si  6.8879  7.7161  22.7691  0.1218  0.0904  -0.048
Si  5.5717  11.6022  20.0779  -0.0769  0.1034  0.003
Si  10.6409  10.5251  18.3821  0.1006  -0.0151  0.0004
Si  8.4676  10.1826  23.4372  0.066  -0.0882  -0.0713
Si  11.5901  7.023  24.7292  0.0179  0.0918  -0.295
Si  9.7926  0.3607  15.8161  -0.0249  0.0698  0.0521
Si  14.8115  1.0067  21.1671  -0.0317  -0.2332  0.0056
Si  6.3227  6.2838  18.0608  0.0568  -0.1113  -0.104
Si  12.1655  2.3606  26.0838  -0.001  -0.4546  0.322
Si  9.1552  5.9141  23.335  -0.0506  0.0706  -0.1172
Si  11.298  9.6764  23.8309  -0.0277  -0.0437  -0.1457
Si  6.5227  7.8053  27.744  -0.2245  0.2718  0.078
Si  6.3895  8.7293  19.9273  0.0795  -0.17  0.066
Si  12.2161  8.1096  19.2092  -0.0402  -0.0372  0.0699
Si  1.8559  12.0276  23.8434  -0.1384  -0.1527  0.0924
Si  13.5771  10.7239  18.8404  -0.0289  0.0244  -0.0662
Si  9.357  3.7313  25.305  0.0396  -0.2054  -0.2114
O  5.0097  -0.2822  0.7751  0.2458  0.1164  -0.1846
O  6.5938  4.1878  0.3718  -0.6002  -0.365  -0.186
O  4.0129  3.5517  0.955  0.0542  0.0754  -0.2746
O  7.5035  0.6408  0.38  0.0275  -0.0644  0.2299
O  9.9822  1.4782  0.3378  0.1839  -0.0256  0.1806
O  6.6104  5.8592  2.3634  -0.1253  0.2821  -0.0754
O  0.8825  1.0781  13.2243  -0.2454  -0.1024  -0.2863
O  14.2499  5.3197  14.9785  0.0406  0.073  -0.0504
O  1.8598  5.3465  12.4422  0.0434  -0.1043  0.0088
O  2.9461  10.1373  13.0109  -0.0108  0.0897  -0.0545
O  0.7213  8.7727  13.0165  -0.0545  0.0292  -0.0614
O  4.7139  0.6073  13.0218  0.0219  -0.0612  -0.1314
O  10.8578  5.63  12.939  0.0511  -0.0584  -0.1345
O  4.4343  5.3462  13.0127  0.1444  0.004  -0.0479
O  5.4502  9.5447  12.9722  -0.0197  0.0336  -0.2793
O  2.0671  0.4376  15.5245  0.0498  -0.0696  -0.0735
O  8.2393  5.4796  12.9327  -0.2283  -0.0546  -0.0983
O  0.2967  8.3108  -0.8545  0.054  -0.1358  0.2163
O  1.8759  2.2032  0.0187  -0.0259  -0.23  0.0548
O  13.7983  1.1176  22.421  0.0515  0.0588  -0.0259
O  6.8799  8.421  26.2719  0.2015  -0.0489  -0.0551
O  6.18  7.8208  21.2942  -0.0349  0.0978  -0.0574
O  5.5625  0.9417  -1.3996  0.0623  0.0741  -0.054
O  7.2037  10.4618  24.4636  -0.0597  -0.0914  0.1085
O  8.6582  11.0807  22.0834  -0.0487  0.0204  -0.1432
O  11.0526  8.8348  22.4386  0.0096  0.0001  0.0279
O  10.0041  6.3751  -0.9746  0.136  -0.1343  -0.0381
O  2.6166  4.9424  18.9258  0.0904  -0.0101  -0.0522
O  9.978  6.2992  21.9532  -0.0327  -0.0369  0.1337
O  5.8037  8.2521  23.8823  0.0251  0.0638  0.1002
O  8.4663  3.9218  15.9573  0.0481  0.0194  0.0855
O  12.5688  6.9208  18.159  0.0285  -0.017  -0.0292
O  13.1086  2.9274  14.9444  -0.0229  0.0472  -0.0792
O  4.8887  5.5904  17.7005  -0.0292  0.0009  -0.0043
O  4.3333  10.696  15.1981  0.0181  -0.0352  -0.1698
O  2.0295  9.3613  15.3522  0.046  -0.0667  -0.2264
O  9.7055  11.1901  19.5572  -0.054  0.0108  0.0111
O  2.9874  10.6646  17.5511  -0.0138  -0.0351  -0.0229
O  9.3777  7.9185  13.307  0.1578  0.083  0.1712
O  9.5015  6.1921  15.2  0.0585  0.0331  -0.1204
O  5.363  10.0038  19.7492  0.0519  0.0696  -0.0001
O  9.2707  -0.1257  14.3668  0.1402  -0.1337  -0.1963
O  8.5815  1.2853  16.4155  0.0192  -0.0235  0.009
O  2.9733  7.5122  13.6133  0.0462  0.0815  -0.0679
O  0.9535  4.6264  16.8783  0.1011  0.0229  -0.0322
O  0.9441  5.8881  -1.8536  0.016  -0.0553  0.0087
O  6.1986  3.1996  20.4238  -0.0233  -0.0021  -0.0034
O  12.2766  6.2122  25.9359  0.1402  -0.0632  0.1637
O  9.2116  4.319  23.7799  0.0271  -0.0673  0.0959
O  3.3967  3.5505  16.7801  -0.0656  0.1558  0.0705
O  11.1549  1.2314  15.5862  -0.0673  -0.0029  -0.038
O  14.0898  0.1279  19.9925  0.0635  0.0213  0.0452
O  11.5614  4.6604  19.3336  0.0348  -0.0025  -0.0247
O  7.9054  9.3537  20.0456  -0.0552  0.0399  -0.0323
O  5.0546  1.1593  19.0063  0.0356  0.0783  0.2073
O  10.8804  8.9309  18.7152  0.0076  0.033  -0.0437
O  7.5499  6.2511  23.1273  0.0762  0.0026  0.0124
O  1.1964  1.4572  24.8997  0.0628  0.0921  -0.1379
O  8.9701  4.0028  20.0558  -0.1371  -0.0342  -0.0711
O  12.0325  7.2971  20.6078  0.0343  -0.024  -0.0975
O  7.2893  6.2537  16.7356  -0.0478  0.0107  0.057
O  10.0097  10.7326  16.8834  0.0103  0.0212  0.0543
O  5.6246  6.7914  0.0767  -0.0547  0.0783  -0.0391
O  13.1023  3.7029  26.2485  -0.0178  0.2516  -0.0092
O  8.2072  8.6758  22.8718  -0.0345  0.0031  -0.0008
O  12.2714  6.642  23.26  -0.1281  0.0675  0.1338
O  7.1723  11.8961  20.1781  -0.0302  -0.0131  -0.0098
O  -0.6602  7.4011  -3.195  0.0199  -0.0142  -0.0462
O  15.1598  2.5357  20.6946  0.1022  -0.0177  -0.107
O  6.1694  7.8072  18.6084  -0.042  0.0718  0.0016
O  7.3903  3.0037  18.1471  -0.0422  -0.036  0.0644
O  12.0997  11.2646  18.3867  -0.0792  -0.0405  0.0031
O  9.8631  10.3295  24.2682  -0.0274  -0.0159  0.0532
O  16.2741  11.8719  21.4489  -0.0161  0.0477  -0.0705
O  8.0693  2.8963  25.9123  0.1735  0.2244  0.2462
O  10.6641  2.7659  25.5369  -0.0307  0.0734  -0.0167
O  10.0313  2.9123  17.9156  -0.0971  0.049  0.0485
O  9.5637  5.4913  17.8219  -0.0235  0.0076  -0.0207
O  13.4268  9.1903  19.3953  0.0042  -0.025  0.0004
O  6.9692  5.4309  19.2821  0.0279  -0.041  0.1139
O  11.8029  8.6304  24.9907  -0.002  -0.05  0.0727
O  9.9677  6.8058  24.4768  -0.0082  -0.0198  0.0623
O  0.8097  10.8124  23.5837  0.1252  0.1284  0.0058

Results
free energy: -121589.818 eV
free energy less fixed offsets of O -569.03, Si -635.61 eV per atom: 6.042 eV
pressure: -0.60 GPa
stress xx, yy, zz, yz, xz, xy (GPa, positive in tension): 0.7, 0.94, 0.15, -0.08, -0.08, -0.26

The program warned: the cutoff lies below the one the program advises for these potential files.
